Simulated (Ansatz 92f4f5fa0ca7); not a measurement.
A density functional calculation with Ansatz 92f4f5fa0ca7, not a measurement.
Periodic cell of 258 atoms, Si166O92, from a study of silicon, its oxide and their interface. The atomic structure is a simulated model.
Doubt: the cutoff is far below the 930 eV that the study's wrapper takes by default for these files, so forces and energies are approximate.
This geometry differs little from another in the collection (a relaxation step or a small displacement).

Settings
functional: PBE
potential files: Ansatz PAW
basis: plane waves
wave-function cutoff: 580 eV
density cutoff ratio: 5
exchange-correlation grid ratio: 1
k mesh: 1 x 1 x 1, Gamma-centred
self-consistency stop: 5e-08 eV per atom in the density residual
occupations: fixed
spin: none
net charge: 0

Cell vectors (angstrom)
a  10.938  0  0
b  0  10.938  0
c  0  0  37.7798

Atoms: element, x, y, z (angstrom)
Si  0  0  0.683
Si  5.469  0  0.683
Si  2.7345  2.7345  0.683
Si  8.2035  2.7345  0.683
Si  0  5.469  0.683
Si  5.469  5.469  0.683
Si  2.7345  8.2035  0.683
Si  8.2035  8.2035  0.683
Si  1.3673  1.3673  2.0503
Si  6.8362  1.3673  2.0503
Si  4.1018  4.1018  2.0503
Si  9.5708  4.1018  2.0503
Si  1.3673  6.8362  2.0503
Si  6.8362  6.8362  2.0503
Si  4.1018  9.5708  2.0503
Si  9.5708  9.5708  2.0503
Si  2.7345  0  35.7283
Si  8.2035  0  35.7283
Si  0  2.7345  35.7283
Si  5.469  2.7345  35.7283
Si  2.7345  5.469  35.7283
Si  8.2035  5.469  35.7283
Si  0  8.2035  35.7283
Si  5.469  8.2035  35.7283
Si  4.1018  1.3673  37.0956
Si  9.5708  1.3673  37.0956
Si  1.3673  4.1018  37.0956
Si  6.8362  4.1018  37.0956
Si  4.1018  6.8362  37.0956
Si  9.5708  6.8362  37.0956
Si  1.3673  9.5708  37.0956
Si  6.8362  9.5708  37.0956
Si  -1.1652  1.4254  18.3725
Si  2.1547  -3.3512  28.8504
Si  5.7919  -0.257  22.1922
Si  6.8199  4.1756  31.5768
Si  -0.5604  2.3309  23.5603
Si  6.4807  5.7795  16.1547
Si  5.6542  13.6272  25.0229
Si  6.8991  6.8496  28.7221
Si  0.4334  -0.6616  20.3037
Si  9.4217  -0.3726  26.6005
Si  8.9986  3.3667  29.0751
Si  14.7539  9.2811  29.3199
Si  1.0145  2.9126  16.565
Si  10.4081  3.7429  26.435
Si  2.7779  5.6679  30.214
Si  10.1782  10.3663  28.8646
Si  5.4047  2.7797  30.2382
Si  6.9425  -1.3456  31.5723
Si  -0.0777  2.7146  30.4246
Si  3.7917  3.9827  28.9309
Si  1.3536  4.2432  31.5535
Si  4.6492  9.9473  27.2665
Si  0.1723  8.4262  29.9849
Si  1.0291  7.0551  13.1154
Si  4.1371  1.4168  31.6737
Si  9.5933  1.386  31.8591
Si  4.7798  5.0287  27.0837
Si  7.3064  2.5083  22.5729
Si  4.2107  6.8221  31.6911
Si  9.6707  6.8977  31.3543
Si  1.3534  9.588  31.7093
Si  11.3079  10.7394  24.827
Si  0.0216  -0.0148  33.1192
Si  5.5225  -0.0016  32.9749
Si  2.7276  2.8235  32.9551
Si  8.156  2.8005  33.0192
Si  -0.015  5.561  32.9258
Si  5.5174  5.4646  33.0559
Si  2.7741  8.1988  32.9915
Si  8.2917  8.1859  32.8915
Si  1.4048  1.4085  34.3703
Si  6.8379  1.3857  34.3711
Si  4.1121  4.1126  34.3767
Si  9.5762  4.1519  34.3388
Si  1.3816  6.8524  34.3503
Si  6.8929  6.8666  34.345
Si  4.1221  9.5823  34.3512
Si  9.5643  9.5429  34.3811
Si  2.7637  0.0351  3.4027
Si  8.1904  -0.0137  3.4455
Si  -0.0045  2.7288  3.4221
Si  5.4416  2.6922  3.4024
Si  2.672  5.4155  3.4212
Si  8.2076  5.4691  3.417
Si  -0.0368  8.1684  3.3895
Si  5.4797  8.219  3.4045
Si  4.1004  1.3733  4.8711
Si  9.5937  1.3518  4.7816
Si  1.3163  4.0478  4.8902
Si  6.8478  4.0322  4.7008
Si  4.0478  6.8466  4.6569
Si  9.5663  6.8153  4.8383
Si  1.3252  9.6025  4.6308
Si  6.8194  9.5607  4.8612
Si  0.0519  -0.04  6.0912
Si  10.5072  2.1728  8.8229
Si  5.8419  3.1883  8.5901
Si  9.9153  7.9233  10.8155
Si  -3.4585  4.9293  8.7145
Si  5.4023  5.4143  5.8905
Si  3.9138  9.5243  7.4377
Si  8.6286  5.6326  17.9622
Si  4.3602  2.2761  11.3012
Si  7.1967  6.1642  10.7356
Si  2.6806  2.6634  6.3024
Si  12.2799  6.9555  7.3951
Si  -4.0091  12.2879  7.5827
Si  9.6733  9.6172  7.5498
Si  5.454  10.9287  6.2752
Si  8.2303  8.2027  6.2313
Si  2.5817  3.1344  19.2302
Si  3.2117  -1.1044  14.2648
Si  1.3015  3.1694  11.2662
Si  10.864  5.4245  6.2838
Si  2.6475  8.243  5.9368
Si  8.2122  2.7055  6.1198
Si  0.4016  8.5213  8.8915
Si  9.4619  4.0192  7.6681
Si  1.3707  1.1479  7.681
Si  13.9467  -3.4155  26.5196
Si  1.5089  5.1727  15.4158
Si  5.0859  3.4278  17.7317
Si  1.7018  7.8338  24.5691
Si  14.1028  6.1177  8.5644
Si  2.2955  10.233  9.0936
Si  8.7764  11.3892  8.8869
O  -3.7847  -13.6572  25.2562
O  -17.7112  -10.8562  14.9039
O  4.5597  16.5959  13.6805
O  -0.5949  9.6519  21.4039
O  19.0658  26.7403  19.3091
O  -15.5875  22.1777  16.5187
O  35.954  12.8682  20.1596
O  12.9799  16.1341  22.2643
O  -11.8007  1.1294  13.3781
O  -15.4997  24.7868  18.608
O  21.6035  11.6504  23.6024
O  13.556  7.1847  20.6919
O  7.0347  -1.6067  10.2646
O  -1.2784  7.6714  25.842
O  -4.0796  0.9562  22.4198
O  -22.1608  13.761  25.1075
O  1.7086  -10.976  21.1146
O  11.8117  24.8637  12.8172
O  7.4847  49.7271  21.7789
O  46.3771  -8.3238  26.3582
O  -2.1832  6.7341  10.7594
O  -9.4177  6.8524  18.2563
O  -22.4665  5.3256  21.3721
O  47.6794  14.9025  18.7808
Si  7.2693  0.7504  26.9851
Si  14.0872  -9.6762  25.6508
Si  10.8479  13.35  13.9725
Si  0.7939  15.3414  21.5468
Si  17.7625  8.489  23.6846
Si  -17.8008  15.1428  7.4271
Si  1.0364  12.0352  29.1232
Si  -8.9761  -18.9929  27.8338
Si  19.1803  5.4241  30.0709
Si  2.1779  7.8935  19.3086
Si  13.5956  -5.0573  10.8362
Si  -2.4417  3.8313  15.5026
Si  10.0748  6.389  24.9652
Si  16.5294  -2.7986  30.3029
Si  11.5117  19.6992  14.8321
Si  2.7035  -10.88  30.441
Si  -5.9891  7.6796  8.3523
Si  8.3688  0.1056  30.3369
Si  -1.6874  -0.2374  13.6738
Si  6.4562  -23.5206  20.426
Si  -6.7877  6.7686  14.8022
Si  0.1929  -3.9148  17.3215
Si  3.2317  -10.5633  20.6419
Si  7.2345  1.7705  29.1366
Si  -12.8245  30.536  21.5228
Si  5.8503  -2.7537  10.3962
Si  17.698  6.6756  7.2763
Si  -2.4354  9.8969  10.7577
Si  -4.8408  -4.0846  22.1063
Si  20.0657  6.3102  21.9777
Si  7.7743  -21.0552  16.1621
Si  -7.2796  10.2445  11.2683
Si  -3.3214  25.2049  19.597
Si  13.9626  -15.375  22.116
Si  -6.2162  -10.2706  16.3442
Si  -6.7948  -22.7786  18.8566
Si  5.1133  4.8228  12.412
Si  30.2226  -2.4506  26.3742
O  29.0113  3.2472  21.1394
O  18.363  -4.4502  17.2772
O  -2.1415  0.5382  17.4036
O  -13.0231  -19.5902  19.4094
O  20.7609  -26.1092  18.2575
O  27.3704  4.6987  16.8387
O  2.7528  13.3944  11.0067
O  -6.2847  -2.0144  11.2891
O  -6.3137  27.9572  22.2416
O  -50.4531  -2.293  26.3378
O  -4.6886  10.3495  27.1151
O  -30.9527  22.3468  25.0666
O  18.3374  4.9728  15.0191
O  -28.2179  -8.6599  16.6536
O  -14.0298  7.8622  27.8176
O  37.1297  -9.1386  24.6309
O  0.7899  14.9201  27.3828
O  -7.1384  19.2294  14.3244
O  36.6373  22.2127  26.7978
O  23.3323  4.7519  10.9208
O  46.4477  18.5543  23.2742
O  2.8377  10.1603  12.6977
O  -1.1311  37.9604  25.9479
O  -1.9116  4.4396  16.9212
O  13.0133  -8.344  17.7657
O  6.3243  -18.6289  23.6457
O  -27.0471  9.7601  23.5677
O  10.6645  -14.4454  12.1973
O  -12.1225  -7.3853  14.4814
O  -24.6161  -21.9323  14.876
O  17.6785  1.7106  25.7579
O  18.6768  46.1631  15.7633
O  0.8928  -30.853  15.2211
O  34.2077  -28.8894  20.0656
O  13.1957  -3.9144  11.9739
O  1.8015  -1.1138  15.0809
O  -13.6438  30.8854  22.9274
O  25.3853  19.4816  18.6549
O  36.9659  16.2232  11.1758
O  11.7133  9.1971  24.3925
O  -4.9141  -4.9993  27.6595
O  -2.093  35.4148  23.0982
O  21.9925  -19.3485  10.361
O  31.0866  17.1233  23.6148
O  61.3531  -27.5991  12.0148
O  -46.6089  9.0878  20.2471
O  16.7611  18.7511  20.7838
O  1.0963  38.3702  13.8409
O  -0.3433  -8.4816  17.4103
O  -21.1755  28.4076  24.5601
O  30.2724  10.3931  12.3263
O  -10.5183  24.9901  22.4979
O  -6.0796  14.1341  12.5921
O  11.9382  19.959  19.4356
O  -7.0875  -21.9699  17.4811
O  27.1839  2.7726  10.0946
O  5.5428  -14.8947  15.6193
O  -1.6542  3.1158  27.4298
O  -7.2355  16.9653  26.3323
O  -11.6098  -1.4279  14.0873
O  16.7089  -22.9664  19.0474
O  26.469  11.6031  11.4268
O  -28.5569  54.9805  21.9206
O  0.1007  8.3597  16.3796
O  0.2779  -16.0626  16.263
O  -11.1642  0.4403  19.2882
O  -5.5948  -28.8356  25.9633
O  -18.9611  16.9969  15.6436

Results
free energy: -157842.197 eV
free energy less fixed offsets of O -568.88, Si -635.61 eV per atom: 6.023 eV

Forces (eV/angstrom), in the order of the atoms: element, x, y, z
Si  0.0619  0.0162  0.0635
Si  0.0447  -0.0402  -0.0548
Si  -0.0243  -0.0024  -0.0753
Si  -0.0149  0.0318  0.0431
Si  0.0114  0.0407  -0.0562
Si  -0.0067  0.0438  0.0513
Si  0.0857  0.0218  0.0568
Si  0.0201  0.063  -0.0752
Si  0.1344  0.2342  -0.0538
Si  -0.0563  -0.2987  -0.0154
Si  -0.208  -0.146  0.0343
Si  0.1219  0.0691  -0.0052
Si  -0.2098  -0.2961  -0.1183
Si  0.0856  0.0568  -0.0301
Si  0.1715  0.2055  -0.0932
Si  -0.3246  -0.1017  -0.026
Si  0.2706  0.1651  -0.0241
Si  -0.0809  -0.0708  -0.0057
Si  -0.0052  0.2662  -0.158
Si  -0.1582  -0.1054  0.1457
Si  -0.085  0.0424  0.0055
Si  0.1337  0.209  0.0715
Si  0.0633  -0.1491  0.117
Si  0.2275  0.0873  -0.1529
Si  0.0329  -0.0276  0.0581
Si  -0.0096  -0.0257  -0.0346
Si  -0.0213  0.0203  0.02
Si  -0.0339  -0.0188  -0.0399
Si  -0.0035  -0.0393  -0.0368
Si  0.0235  -0.0814  0.0464
Si  -0.0816  -0.0178  -0.0373
Si  -0.1031  0.017  0.0272
Si  -0.0002  0.0001  0.0055
Si  0.0014  0.0011  0.0022
Si  0.0023  0.0109  -0.0129
Si  0.0022  -0.002  0.0031
Si  0.002  0.002  0.0004
Si  0.0006  -0.0004  0.0022
Si  -0.0034  0.0026  0.0047
Si  -0.0015  -0.0123  0.0174
Si  0.0019  -0.0027  -0.0038
Si  0.0082  0.0129  0.0002
Si  0.0024  -0.0089  0.0074
Si  -0.0049  -0.0005  0.0133
Si  0.005  -0.0097  0.0055
Si  -0.0006  -0.0143  0.0092
Si  -0.0019  0.0023  0.007
Si  0.0052  0.0083  0.0269
Si  -0.0023  -0.0022  0.0035
Si  0.0002  0.0048  0.0079
Si  -0.0099  0.0117  -0.0036
Si  0.0054  -0.0035  0.0021
Si  0.0039  -0.0006  0.0014
Si  -0.0161  0.0001  0.0093
Si  0.0018  0.0008  0.0014
Si  -0.0008  0.0088  0.0244
Si  -0.0018  0.0024  0.0028
Si  0.0008  -0.0102  0.0013
Si  -0.0063  0.0012  0.0177
Si  0.0002  0.0017  -0.0054
Si  -0.0059  -0.0056  0.0033
Si  0.0033  -0.0029  0.0024
Si  -0.0055  -0.0058  0.0028
Si  0.0077  -0.0089  0.0041
Si  -0.0007  0.0032  0.004
Si  0.001  -0.0003  -0.0016
Si  0.003  0.0008  -0.0033
Si  -0.0034  0.0037  0.0071
Si  0.0036  0.0023  0.002
Si  0.0003  0.0004  0.0044
Si  0.0032  0.0044  0.0022
Si  -0.0009  0.001  0.001
Si  -0.0033  -0.0023  0.0028
Si  0.0006  -0.0007  -0.0006
Si  -0.0022  -0.0004  0.0013
Si  -0.0038  0  0.0016
Si  -0.0013  -0.0083  0.0016
Si  -0.0009  -0.0037  0.0026
Si  -0.0003  -0.0033  -0.0004
Si  0.0004  0.0016  0.0008
Si  -0.0008  -0.0014  -0.0002
Si  0.0016  0.0015  0.0012
Si  -0.0013  -0.003  0.002
Si  0.0047  0.0028  0.0045
Si  0.0027  -0.0009  -0.0007
Si  -0.0014  0.0003  0.0034
Si  0.0017  0.0042  0.0007
Si  -0.0023  -0.0011  0.0014
Si  0.0023  0.0001  0.0024
Si  0.0004  0.0029  -0.0022
Si  -0.0009  -0.0021  0.0021
Si  -0.0055  -0.0054  -0.007
Si  -0.0006  0.0043  -0.0041
Si  -0.003  0.0012  0.0011
Si  -0.0027  0.0012  -0.0023
Si  -0.001  -0.0037  -0.0023
Si  0.0011  -0.0029  -0.0003
Si  -0.006  0.0055  -0.0052
Si  -0.0058  -0.0048  0.0037
Si  -0.0246  -0.0373  0.0522
Si  0.0018  0.0037  -0.0038
Si  -0.0063  -0.0039  -0.0025
Si  -0.0029  0.0062  0.0012
Si  0.0009  -0.004  0.0011
Si  -0.0026  -0.0019  -0.0116
Si  -0.0127  -0.0048  -0.0254
Si  -0.0034  -0.0064  -0.0049
Si  -0.0027  -0.0049  0.0042
Si  0.001  -0.002  0.0028
Si  0.002  0.0019  0.0084
Si  -0.0031  0.0043  0.0037
Si  -0.0017  -0.0012  -0.0003
Si  0.0022  0.0001  0.001
Si  -0.0003  0.0029  -0.0006
Si  0.0092  -0.008  -0.0016
Si  0.001  -0.0035  0.0007
Si  0.0066  -0.0002  0
Si  0.0024  -0.0015  0.0071
Si  0.0006  0.0172  -0.0324
Si  -0.003  -0.0027  -0.0004
Si  0.003  -0.0005  0.0001
Si  -0.0071  -0.0122  -0.0012
Si  -0.0066  0.0139  0.0041
Si  -0.0008  -0.003  0.0042
Si  0.0164  0.003  0.01
Si  0.0199  -0.0034  -0.0163
Si  0.0035  -0.003  -0.0044
Si  -0.0038  -0.0107  0.0036
O  -0.0119  0.0025  -0.0118
O  0.005  0.0027  0.0022
O  -0.0009  0.0013  0.0016
O  -0.004  -0.0051  0.0079
O  0.0006  0.0012  -0.0002
O  0.0021  -0.0011  0.0026
O  0.0003  -0.0112  0.0054
O  -0.0003  -0.0013  0.0046
O  0.0066  0.0105  -0.0012
O  -0.0005  -0.0031  -0.0003
O  0.0001  -0.0017  -0.0006
O  0.0001  -0.0005  0.001
O  -0.0007  -0.0078  0.0031
O  0.007  -0.0071  -0.0048
O  -0.0096  -0.0132  0.0072
O  0.0005  -0.0035  -0.0022
O  0.0029  -0.001  0.0048
O  -0.0009  0.0017  0.0096
O  -0.0028  -0.0006  -0.0029
O  0.0059  -0.0043  -0.0096
O  0.0225  0.0159  -0.0008
O  -0.0018  -0.0014  0.0008
O  -0.0083  0.0047  0.0093
O  -0.002  -0.0027  0.0016
Si  0.0107  0.0141  0.0057
Si  -0.0046  0.0105  -0.0004
Si  -0.0047  -0.0096  -0.0062
Si  0.0009  -0.0049  0.0011
Si  0.0052  -0.0236  -0.009
Si  0.0037  0.0095  0.0029
Si  -0.0039  -0.0167  0.0048
Si  -0.0082  0.0101  0.0048
Si  -0.007  0.0071  -0.0013
Si  -0.0036  -0.006  0.0026
Si  -0.0069  -0.0157  0.0187
Si  -0.0002  0.0024  0.0109
Si  0.0029  -0.0111  0.0048
Si  0.0017  -0.0023  -0.007
Si  0.0024  -0.0114  -0.0123
Si  0.0078  0.0046  -0.0017
Si  -0.0092  -0.0136  -0.009
Si  0.0095  0.0027  -0.0108
Si  -0.0042  -0.0043  0.0001
Si  0.0014  -0.0082  0.0063
Si  0.0016  -0.0011  0.0004
Si  -0.0003  0.0051  0.0004
Si  -0.0068  0.0063  -0.0133
Si  -0.0001  0.0003  0.0079
Si  -0.0093  0.0037  -0.0114
Si  0.0111  0.0097  0.0273
Si  0.0072  0.0023  0.0116
Si  0.0067  0.0218  -0.034
Si  -0.0044  0.0057  0.008
Si  0.0029  -0.006  0.0004
Si  -0.002  -0.0029  0.0024
Si  -0.0017  0.0022  -0.0084
Si  0.0011  -0.0022  -0.0004
Si  -0.0058  0.0045  0.0017
Si  -0.0021  -0.0013  -0.0001
Si  -0.0089  0.0022  -0.0032
Si  0.0095  -0.0036  0.0048
Si  -0.0115  -0.0152  0.0237
O  -0.0015  0.0005  0.0027
O  0.0006  0.0024  0.004
O  -0.0008  -0.0033  0.0001
O  -0.0014  -0.0017  0.0026
O  0.0003  0.0002  0.0035
O  -0.0037  -0.0055  -0.0005
O  0.0014  0.0017  0.0036
O  -0.0035  0.0032  -0.0088
O  0.0109  -0.002  0.0054
O  0.0037  -0.0007  -0.008
O  0.0056  0.0013  0
O  -0.0057  -0.0018  0.0017
O  -0.0045  -0.0006  -0.0035
O  -0.0002  0.0021  0.0026
O  0.0046  0.0042  -0.0056
O  0.0024  -0.0012  0.0027
O  0.0046  0.0024  0.0084
O  0.0028  -0.0087  0.0002
O  0.0072  -0.0091  0.0054
O  0.0018  0.0158  -0.0002
O  0.0027  -0.005  -0.0031
O  0.0035  0.0007  0.0094
O  -0.0065  0.0195  -0.0056
O  -0.0003  -0.0004  0.0027
O  -0.0039  0.0055  -0.0016
O  -0.0009  0.0022  0.0041
O  -0.0055  0.008  0.0134
O  -0.0116  0.0077  -0.0183
O  0.0019  0.0021  -0.0012
O  -0.0063  -0.0001  0.0042
O  -0.0028  -0.0042  0.0005
O  -0.0034  -0.0044  0.0015
O  0.0026  0.0045  0.0029
O  -0.0028  -0.0007  0.0033
O  0.0081  -0.0038  -0.006
O  -0.0066  -0.0001  0.0032
O  0.0005  -0.0007  0.0145
O  0.0041  0.0027  0.0025
O  -0.0082  0.0029  -0.0053
O  -0.0128  0.0114  0.0036
O  0.0004  0.0031  -0.0044
O  0.002  -0.0018  0.0068
O  -0.004  -0.0045  0.0022
O  0.0044  0.0022  0.0069
O  0.0021  -0.0005  0.0081
O  -0.0001  -0.0014  0.0025
O  0.0009  0.0038  -0.003
O  0.0023  -0.0079  0.0012
O  0.0014  -0.0005  -0.0029
O  -0.0064  -0.0093  0.0015
O  -0.0091  -0.0012  0.0079
O  -0.0012  0.0009  0.0037
O  0.0003  0.0059  0.0031
O  -0.0009  -0.0008  0.0052
O  -0.0028  -0.0064  0.0116
O  -0.002  -0.0017  0.0075
O  -0.0019  -0.0015  -0.0014
O  0.007  0.0013  -0.0031
O  -0.0007  0.0127  0.0004
O  0.0069  -0.0086  0.0064
O  0.0027  -0.0029  0
O  0.0007  -0.008  0.004
O  0.0054  -0.0041  0.0114
O  -0.0012  -0.004  0.0061
O  0.0044  -0.0095  -0.0023
O  0.0011  -0.0021  0.0023
O  0.0062  -0.0141  -0.0119
O  -0.001  -0.0079  -0.001

The program warned: the cutoff lies below the one the program advises for these potential files; the exchange-correlation potential is rough where the density is thin.
